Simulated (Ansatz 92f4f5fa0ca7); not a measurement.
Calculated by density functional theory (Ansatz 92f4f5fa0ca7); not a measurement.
Periodic cell of 194 atoms, Si117O77, from a study of silicon, its oxide and their interface. The atomic structure is a simulated model.

Settings
functional: PBE
potential files: Ansatz PAW
basis: plane waves
wave-function cutoff: 700 eV
density cutoff ratio: 5
exchange-correlation grid ratio: 2
k mesh: 2 x 2 x 1, shifted by 0.5 0.5 0.5 of a step
self-consistency stop: 5e-08 eV per atom in the density residual
occupations: Fermi-Dirac, 0.05 eV
spin: none
net charge: 0

Cell vectors (angstrom)
a, 11.5983, 0, 0
b, 0, 11.5983, 0
c, 4.0373, 4.2121, 25.5187

Atoms and the computed forces on them: element, x, y, z (angstrom), force x, y, z (eV/angstrom)
Si, 1.9138, 4.5188, -3.6801, -0.0714, -0.0028, -0.5248
Si, 11.2374, 1.376, -0.4349, -0.1231, 0.5106, -0.2159
Si, 11.1579, 10.608, -0.5256, 0.0595, -0.4988, -0.4136
Si, 3.5669, 1.1607, -0.7486, -0.1708, 0.1883, -0.7562
Si, 4.8599, 4.8727, -4.5044, 0.0526, -0.038, -0.3958
Si, 1.3867, 10.0438, 0.8605, -0.0128, 0.0922, -0.0473
Si, 7.6706, 2.4071, -0.7268, 0.0566, -0.2329, -0.2135
Si, 7.3753, 6.8579, -0.5814, -0.0281, -0.1346, -0.1361
Si, 7.3688, 9.2674, -0.586, -0.1031, 0.1378, -0.2622
Si, 1.6401, 2.0919, 0.5238, -0.0505, -0.0599, 0.1133
Si, 0.8081, 6.2164, 0.5506, -0.3721, -0.1759, 0.3175
Si, 3.4072, 10.2423, -0.3082, 0.061, -0.156, 0.1659
Si, 5.4422, 2.2807, 0.3646, 0.2631, -0.0075, 0.0454
Si, 5.2409, 4.32, 1.6921, -0.095, 0.124, -0.0503
Si, 5.4907, 10.0337, 0.7433, 0.0603, 0.243, 0.0959
Si, 9.3559, 2.123, 0.8279, 0.2351, 0.047, 0.0885
Si, 9.2779, 6.1633, 0.7519, 0.1096, 0.0753, 0.0188
Si, 9.2482, 9.9592, 0.7095, 0.0493, 0.0229, 0.1894
Si, 1.402, 4.2012, 1.7834, -0.038, -0.0705, -0.0089
Si, 1.3035, 8.0281, 2.0509, -0.0677, 0.0205, 0.1452
Si, 1.4722, 11.9923, 2.1609, -0.1823, -0.1425, 0.1436
Si, 5.2648, 6.5044, 0.422, 0.1808, -0.0362, 0.2029
Si, 5.3645, 8.1388, 2.0985, 0.0228, -0.05, 0.187
Si, 5.4842, 12.0572, 1.9568, 0.2298, -0.1549, 0.2117
Si, 9.2113, 4.1708, 2.0222, -0.072, 0.0161, 0.0663
Si, 9.2659, 8.0739, 2.1553, 0.0352, -0.1247, -0.0479
Si, 9.1962, 11.8422, 2.1804, -0.0169, 0.0249, 0.005
Si, 11.1542, 4.1795, 3.3865, -0.0866, 0.0652, -0.1607
Si, 11.1141, 8.0501, 3.6144, -0.031, -0.0344, 0.0251
Si, 11.1305, 11.9739, 3.5648, 0.1147, 0.0539, 0.0383
Si, 3.3523, 4.2873, 3.1553, -0.0248, 0.0068, 0.0427
Si, 3.3366, 8.1303, 3.2826, -0.0287, 0.0008, -0.0446
Si, 3.4893, 11.977, 3.3195, -0.0811, -0.015, -0.1088
Si, 7.1819, 4.24, 3.2459, 0.0668, 0.0714, -0.1829
Si, 7.3017, 8.0765, 3.4591, -0.0471, -0.0374, -0.0185
Si, 7.2774, 11.9412, 3.4841, 0.0007, 0.1353, -0.0207
Si, 11.1084, 2.3743, 4.9046, -0.0584, 0.0076, 0.1126
Si, 11.1462, 6.0232, 4.9075, 0.1002, 0.0388, 0.0854
Si, 11.0896, 10.0222, 4.9119, 0.057, 0.0013, 0.0064
Si, 3.363, 2.34, 4.5906, 0.0587, 0.0026, -0.1275
Si, 3.3774, 6.2096, 4.5814, 0.1318, -0.0268, -0.0737
Si, 3.3638, 10.0467, 4.6698, -0.0116, -0.0206, -0.0217
Si, 7.2472, 2.3479, 4.695, -0.0862, -0.0601, -0.0253
Si, 7.3191, 6.1009, 4.7542, -0.0645, -0.0409, 0.0412
Si, 7.2705, 9.9996, 4.8235, -0.0507, 0.0034, 0.0217
Si, 1.5668, 13.9975, 6.1604, -0.1123, 0.1133, 0.0414
Si, 1.611, 6.1469, 6.1327, -0.0161, 0.0402, 0.0079
Si, 1.492, 10.032, 6.1317, -0.0638, -0.0062, 0.1248
Si, 5.272, 13.9271, 5.9489, 0.066, -0.0415, -0.0119
Si, 5.2943, 6.202, 5.9573, -0.0161, 0.1033, 0.0465
Si, 5.2684, 10.0586, 6.03, -0.0446, -0.1176, 0.127
Si, 9.0649, 13.9115, 6.2104, 0.1912, 0.132, -0.0818
Si, 9.1653, 5.9958, 6.3126, -0.0014, -0.1154, -0.1226
Si, 9.1422, 9.9546, 6.2944, 0.1079, -0.0539, 0.1309
Si, 2.4715, 4.3386, 7.4241, 0.0074, -0.2058, -0.1371
Si, 1.5163, 8.0883, 7.5034, 0.0355, -0.1015, 0.0771
Si, 1.3656, 12.0005, 7.4147, 0.2437, -0.0904, -0.1919
Si, 4.9042, 4.2595, 7.211, 0.011, -0.0134, -0.1289
Si, 5.287, 8.1452, 7.363, -0.0172, -0.1006, -0.0099
Si, 5.2188, 12.0077, 7.3536, -0.1763, 0.1076, -0.2218
Si, 8.8131, 4.0856, 7.7761, -0.0834, -0.0057, -0.0278
Si, 9.1974, 7.951, 7.6586, -0.0529, 0.0236, 0.0643
Si, 9.0234, 11.9648, 7.5771, -0.2326, 0.1014, 0.0215
Si, 11.8154, 5.5617, 10.0116, 0.2724, 0.1233, 0.7007
Si, 11.2492, 7.8397, 8.9686, 0.0532, 0.1917, -0.3648
Si, 11.0471, 12.0596, 8.7838, 0.0731, 0.2132, -0.091
Si, 2.4828, 4.6839, 9.7656, 0.223, 0.3073, 0.0873
Si, 3.4624, 8.2062, 8.8636, -0.0115, 0.0396, -0.0271
Si, 3.2851, 12.2406, 8.6941, 0.0015, 0.0842, -0.032
Si, 6.6163, 4.2136, 8.8761, -0.0675, -0.0663, -0.0091
Si, 7.1182, 10.0651, 10.2284, -0.3111, -0.0356, 0.0878
Si, 6.991, 12.0419, 8.8963, 0.0014, -0.1474, 0.0129
Si, 10.5201, 14.2223, 12.3211, 0.0206, 0.092, 0.3531
Si, 10.9331, 5.4845, 13.0403, 0.0522, -0.0877, 0.2944
Si, 11.1077, 9.9241, 10.327, 0.0936, -0.0818, 0.3621
Si, 3.5433, 14.0912, 10.2225, -0.4354, -0.5635, 0.2736
Si, 3.94, 6.5254, 10.5218, -0.0364, 0.0681, 0.0068
Si, 3.3276, 10.3077, 9.984, 0.1445, -0.0479, 0.0921
Si, 6.0199, 13.881, 10.1619, 0.4797, 0.4509, 0.2717
Si, 6.3546, 6.2222, 10.0993, 0.1587, -0.0492, 0.1804
Si, 7.1098, 8.1036, 8.8516, 0.0451, 0.0378, -0.0365
Si, 1.6961, 12.9447, 12.6131, 0.1089, -0.0765, 0.1489
Si, 10.4795, 3.5805, 9.4862, -0.529, -0.3688, 0.1853
Si, 1.6065, 10.0708, 11.5614, -0.058, -0.0681, -0.013
Si, 6.0483, 12.9026, 12.9821, 0.0567, -0.0791, 0.1233
Si, 3.5009, 7.8888, 12.538, 0.0572, 0.0453, 0.0034
Si, 5.0998, 10.2555, 11.5157, 0.202, 0.15, 0.0241
Si, 8.8431, 12.0125, 13.8095, -0.0626, 0.045, 0.1672
Si, 8.1, 6.746, 12.6602, -0.147, 0.1792, -0.13
Si, 9.0288, 9.7028, 11.5899, -0.0152, 0.0438, 0.1786
Si, 2.6327, 9.4149, 17.5222, -0.0074, -0.1173, 0.0935
Si, 7.842, 12.1422, 24.4033, -0.1831, 0.1804, -0.5752
Si, 8.2965, 5.0234, 21.749, -0.0166, 0.1153, -0.3008
Si, 15.3063, 6.6891, 22.044, 0.0086, -0.1485, -0.0869
Si, 1.9008, 6.5486, 17.6531, -0.0688, -0.0576, 0.0735
Si, 17.3699, 10.9703, 24.0127, 0.1871, -0.0255, -0.5614
Si, 8.9044, 5.0426, 16.9755, 0.039, -0.0594, 0.1419
Si, 7.2868, 2.3924, 17.4974, -0.0579, 0.1279, -0.0154
Si, 13.3085, 13.2461, 20.4863, -0.0094, 0.3434, -0.1889
Si, 11.7139, 5.2408, 15.7442, 0.0044, -0.0157, 0.28
Si, 12.7224, 8.2475, 22.4257, 0.0782, -0.3133, -0.2134
Si, 8.586, 6.7975, 19.381, 0.0234, 0.0576, -0.2413
Si, 11.2036, 10.7288, 22.5596, -0.1098, -0.0554, 0.0907
Si, 5.1321, 14.7423, 15.2762, -0.0281, 0.0334, 0.3643
Si, 0.8803, 11.9971, 17.6335, 0.0058, 0.0855, -0.0238
Si, 6.4496, 6.0898, 15.2289, -0.0455, -0.2767, 0.3497
Si, 11.4249, 5.6395, 22.0266, 0.0668, -0.0125, -0.2727
Si, 15.702, 13.1968, 22.3139, 0.0376, 0.1969, -0.0989
Si, 9.3529, 11.6188, 16.8961, -0.1076, -0.064, 0.1434
Si, 7.8379, 9.5122, 18.3758, -0.0368, -0.091, -0.1051
Si, 2.0322, 14.2302, 15.5753, 0.1431, 0.22, 0.3078
Si, 5.15, 10.3934, 19.1867, 0.0566, -0.0319, -0.0896
Si, 3.8553, 7.4472, 15.6111, -0.0505, -0.0633, 0.3599
Si, 2.1709, 16.2891, 20.2463, 0.1812, -0.0158, -0.2879
Si, 6.0372, 13.208, 20.0949, -0.1643, 0.0412, -0.3959
Si, 8.5461, 13.4658, 21.6258, -0.2816, -0.0914, -0.097
Si, 11.3954, 13.0183, 21.8696, 0.3649, 0.0106, -0.2549
O, 7.6635, 1.2098, -1.8937, 0.0031, 0.1834, 0.3035
O, 10.795, 6.1334, 0.0087, 0.1029, 0.1408, 0.2912
O, 11.2323, 2.1286, 9.138, 0.0127, -0.0095, 0.0191
O, 9.7937, 3.2144, 10.9796, 0.0213, 0.1598, -0.3687
O, 11.8408, 13.3381, 11.9739, 0.0005, -0.0292, -0.1484
O, 9.4688, 13.365, 13.1836, 0.1451, 0.0655, -0.1042
O, 11.574, 5.9665, 11.6353, 0.0256, -0.013, -0.4516
O, 9.3726, 5.8912, 13.1524, 0.0423, -0.0726, -0.0109
O, 2.8844, 13.4934, 11.646, 0.1448, 0.2037, -0.0976
O, 2.0542, 8.6872, 12.3803, -0.0145, -0.1228, -0.1336
O, 7.243, 12.2815, 13.9013, -0.0429, -0.05, -0.0205
O, 6.6423, 13.7823, 11.7277, -0.244, -0.075, -0.2934
O, 7.3902, 6.0122, 11.392, -0.0881, 0.1126, -0.0671
O, 7.7211, 5.8433, 16.2107, -0.1198, 0.0847, -0.1821
O, 8.8513, 10.0788, 17.2214, 0.0117, 0.0896, 0.0064
O, 17.2887, 9.5025, 23.2398, -0.0599, 0.2671, 0.2336
O, 9.9088, 5.2096, 21.7155, -0.0263, 0.0045, 0.0654
O, 3.6019, 14.6403, 15.8561, -0.0154, -0.0686, -0.1356
O, 16.7992, 7.2834, 21.7895, 0.0485, 0.0293, 0.1225
O, 9.5644, 7.7587, 20.2879, -0.0549, 0.097, 0.1171
O, 5.8245, 5.6469, -3.4665, 0.2498, 0.1709, 0.2284
O, 14.2448, 7.9253, 21.9314, -0.1558, 0.1192, 0.138
O, 16.7561, 13.9205, 21.2712, -0.0865, -0.0832, 0.1957
O, 8.6768, 12.5642, 22.9983, 0.1216, -0.0384, 0.1067
O, 2.3739, 14.6913, 19.9798, -0.0395, -0.137, 0.1185
O, 8.2884, 3.7838, -1.5003, -0.1757, 0.0039, 0.1288
O, 3.3766, 8.9319, 16.1359, 0.0422, -0.0165, -0.1469
O, 11.0317, 3.8697, 13.2275, -0.0299, -0.0835, -0.1624
O, 3.5105, 7.2054, 14.0312, -0.0291, -0.0014, -0.164
O, 0.4742, 6.3058, 16.9191, 0.0041, 0.0027, -0.1133
O, 11.772, 6.0551, 14.3224, -0.1024, -0.0162, -0.2633
O, 1.8691, 13.5871, 14.0943, -0.0248, -0.1537, -0.304
O, 3.082, 6.3386, 16.5424, 0.0634, 0.0951, -0.1402
O, 3.7138, 10.0253, 18.5593, -0.0258, -0.006, 0.0122
O, 1.4958, 10.5381, 17.2214, -0.0296, -0.0014, -0.0505
O, 5.1634, 11.6458, 12.4273, -0.0425, -0.1468, -0.0878
O, 14.4709, 12.5654, 21.4381, 0.0399, -0.06, 0.1607
O, 10.1851, 4.7494, 16.0298, 0.063, 0.0286, -0.1342
O, 1.1416, 15.5797, 15.759, -0.0412, -0.0386, -0.122
O, 8.3472, 3.605, 17.4444, 0.0064, -0.0408, -0.0111
O, 10.8358, 11.9297, 17.5319, 0.0192, -0.0111, -0.0156
O, 9.1804, 10.7437, 12.8627, 0.0348, -0.1518, -0.1579
O, 5.4089, 9.5834, 20.5645, 0.0269, -0.068, 0.2221
O, 6.4049, 14.1983, 18.8586, 0.0209, -0.0892, 0.162
O, 5.1582, 11.9824, 19.4916, 0.0365, 0.0571, 0.1335
O, 2.0313, 17.0365, 18.8169, 0.0022, 0.0274, 0.0872
O, 7.7467, 5.7909, 20.3894, 0.0374, -0.1404, 0.2272
O, 8.1829, 12.6223, 17.474, 0.0981, -0.0829, -0.0337
O, 6.9887, 6.7334, 13.8435, 0.0437, 0.1145, -0.1505
O, 6.3289, 10.0625, 18.1033, 0.035, 0.0135, 0.0568
O, 4.7536, 8.9881, 12.5418, -0.0234, -0.0997, -0.1632
O, 9.3825, 5.8838, 18.2936, -0.0407, 0.0266, 0.1054
O, 11.7436, 7.1949, 21.6425, -0.0021, 0.0738, 0.0111
O, 1.7078, 11.3041, 12.6731, -0.052, 0.1333, -0.0717
O, 5.1428, 13.9019, 13.8866, 0.0212, -0.1511, -0.2236
O, 3.4, 17.0526, 21.013, 0.0313, 0.0829, 0.1309
O, 8.4429, 10.082, 19.7948, 0.0592, -0.0192, 0.2134
O, 1.496, 13.1449, 16.6595, -0.031, -0.0938, -0.0333
O, 6.2068, 2.4441, 16.2848, -0.02, -0.0167, -0.124
O, 1.9533, 8.0849, 18.2132, 0.0391, 0.0523, -0.0161
O, 1.3645, 12.345, 19.1569, -0.0889, 0.0006, 0.1421
O, 8.0069, 3.4121, 21.7681, 0.0364, -0.1375, 0.1293
O, 8.6497, 8.2347, 12.2688, 0.0281, 0.0707, -0.095
O, 5.6008, 4.6929, 15.0173, 0.0629, 0.0809, -0.1136
O, 15.1653, 14.3005, 23.3888, 0.0191, 0.1804, 0.2773
O, 11.5071, 13.8871, 23.2944, -0.0592, -0.0859, 0.0022
O, 12.4059, 16.3166, 21.1266, -0.2838, 0.0514, 0.2346
O, 3.5263, 4.3203, -3.7511, 0.0159, -0.0043, 0.1474
O, 7.4548, 12.6833, 20.7025, 0.203, -0.0183, 0.2455
O, 3.5814, 1.4529, -2.4259, -0.0069, -0.1035, 0.6469
O, 9.4697, 11.7605, 15.2838, -0.0048, 0.0351, -0.2232
O, 16.4327, 12.0044, 23.1337, 0.0759, -0.2032, 0.1386
O, 12.4977, 9.8143, 22.0503, -0.1905, -0.0843, 0.0631
O, 15.1445, 6.1391, 23.5426, -0.0051, -0.1977, 0.0522
O, 5.4476, 7.2024, 15.8805, 0.0157, 0.0611, -0.1583
O, 7.6903, 7.8714, 18.4974, 0.0523, 0.0592, 0.0876
O, 10.0523, 13.4634, 20.9999, -0.1242, 0.1319, 0.0645

Results
free energy: -118179.383 eV
free energy less fixed offsets of O -569.03, Si -635.61 eV per atom: 2.297 eV
pressure: -0.94 GPa
stress xx, yy, zz, yz, xz, xy (GPa, positive in tension): 0.92, 1.78, 0.13, 0.02, -0.12, 0.07

The program warned: the cutoff lies below the one the program advises for these potential files.
